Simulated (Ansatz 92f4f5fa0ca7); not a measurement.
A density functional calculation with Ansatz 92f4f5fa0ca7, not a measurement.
Periodic cell of 227 atoms, Si134O92H1, from a study of silicon, its oxide and their interface. The atomic structure is a simulated model.
Doubt: the cutoff is far below the 930 eV that the study's wrapper takes by default for these files, so forces and energies are approximate.
Doubt: the program's own warning below bears on the result.
This geometry differs little from another in the collection (a relaxation step or a small displacement).

Settings: functional PBE; potential files Ansatz PAW; basis plane waves; wave-function cutoff 580 eV; density cutoff ratio 5; exchange-correlation grid ratio 1; k mesh 1 x 1 x 1, Gamma-centred; self-consistency stop 5e-08 eV per atom in the density residual; occupations fixed; spin none; net charge -1 e, with a uniform compensating background and no finite-size correction.

Cell vectors (angstrom)
a	10.938	0	0
b	0	10.938	0
c	0	0	32.3507

Atoms: element, x, y, z (angstrom)
Si	0.2262	-0.3597	24.9835
Si	5.5071	-0.3185	24.8127
Si	2.5756	2.8983	24.8561
Si	7.9966	3.1157	24.7008
Si	0.1745	5.0166	24.8183
Si	5.6625	5.3089	24.9555
Si	2.445	8.2539	25.0741
Si	7.8469	8.4441	24.7805
Si	1.389	1.3182	26.1793
Si	6.81	1.3648	25.9505
Si	4.0758	4.1033	26.2095
Si	9.5427	4.0162	26.2456
Si	1.2017	6.7001	26.2234
Si	6.8559	6.8497	26.2331
Si	4.0827	9.4685	26.2796
Si	9.4661	9.524	26.1818
Si	2.7569	-0.0093	27.5824
Si	8.1592	0.0533	27.4973
Si	0.0177	2.6767	27.5731
Si	5.4914	2.7055	27.5007
Si	2.7121	5.4692	27.574
Si	8.2381	5.4771	27.5773
Si	-0.0699	8.1798	27.5657
Si	5.4857	8.1678	27.6166
Si	4.1018	1.3673	28.9324
Si	9.5708	1.3673	28.9324
Si	1.3673	4.1018	28.9324
Si	6.8362	4.1018	28.9324
Si	4.1018	6.8362	28.9324
Si	9.5708	6.8362	28.9324
Si	1.3673	9.5708	28.9324
Si	6.8362	9.5708	28.9324
Si	0	0	30.2997
Si	5.469	0	30.2997
Si	2.7345	2.7345	30.2997
Si	8.2035	2.7345	30.2997
Si	0	5.469	30.2997
Si	5.469	5.469	30.2997
Si	2.7345	8.2035	30.2997
Si	8.2035	8.2035	30.2997
Si	1.3673	1.3673	31.6669
Si	6.8362	1.3673	31.6669
Si	4.1018	4.1018	31.6669
Si	9.5708	4.1018	31.6669
Si	1.3673	6.8362	31.6669
Si	6.8362	6.8362	31.6669
Si	4.1018	9.5708	31.6669
Si	9.5708	9.5708	31.6669
Si	2.7345	0	0.6835
Si	8.2035	0	0.6835
Si	0	2.7345	0.6835
Si	5.469	2.7345	0.6835
Si	2.7345	5.469	0.6835
Si	8.2035	5.469	0.6835
Si	0	8.2035	0.6835
Si	5.469	8.2035	0.6835
Si	4.1018	1.3673	2.0507
Si	9.5708	1.3673	2.0507
Si	1.3673	4.1018	2.0507
Si	6.8362	4.1018	2.0507
Si	4.1018	6.8362	2.0507
Si	9.5708	6.8362	2.0507
Si	1.3673	9.5708	2.0507
Si	6.8362	9.5708	2.0507
Si	0	0	3.418
Si	5.469	0	3.418
Si	2.7345	2.7345	3.418
Si	8.2035	2.7345	3.418
Si	0	5.469	3.418
Si	5.469	5.469	3.418
Si	2.7345	8.2035	3.418
Si	8.2035	8.2035	3.418
Si	1.3829	1.3663	4.7019
Si	6.8531	1.3754	4.775
Si	4.0972	4.1202	4.7677
Si	9.5652	4.1438	4.7937
Si	1.346	6.8568	4.8673
Si	6.8259	6.8768	4.7675
Si	4.0975	9.5612	4.7876
Si	9.5973	9.5482	4.8437
Si	2.7373	0.0375	6.0864
Si	8.2331	0.0605	6.1641
Si	0.0782	2.7683	6.0422
Si	5.5489	2.8099	6.1062
Si	2.7431	5.4704	6.1949
Si	8.2762	5.6215	6.1528
Si	0.0371	8.2239	6.3731
Si	5.4494	8.2111	6.1828
Si	3.9239	1.6418	7.3043
Si	9.9131	1.2322	7.373
Si	1.6324	3.8122	7.4732
Si	6.7153	4.4426	7.381
Si	4.367	6.5565	7.5116
Si	9.2596	7.1779	7.7279
Si	1.2111	9.9405	7.5605
Si	7.0056	9.4487	7.4402
O	5.521	5.4453	7.9186
O	0.021	0.087	7.9449
O	2.8063	2.7196	7.8484
O	8.1507	8.3745	7.9098
O	1.395	9.4509	24.6614
O	6.7512	4.1725	24.4814
O	6.6782	9.54	24.3278
O	1.4189	3.9958	24.4388
O	6.3429	10.0261	8.8417
O	0.9969	4.1863	8.9558
O	1.9514	9.5695	8.9888
O	7.573	4.0473	8.7394
O	9.4785	6.7262	9.3326
O	4.5298	0.9713	8.6667
O	3.7498	7.0383	8.9584
O	9.5301	2.1507	8.6872
O	4.5845	0.088	23.4993
O	8.7714	3.1568	23.2117
O	10.3979	5.266	23.3499
O	5.1831	6.0762	23.5777
O	8.4264	7.802	23.3839
O	3.2828	2.3631	23.4579
O	2.9138	7.4545	23.7228
O	10.5996	0.0503	23.4855
Si	-0.4233	9.1333	12.4068
Si	9.1076	2.6765	14.8186
Si	4.1456	12.0727	14.3913
Si	-0.0032	11.5998	13.6943
Si	10.372	4.822	16.7306
Si	2.2	4.7849	15.0334
Si	11.1155	3.756	19.6409
Si	3.501	0.9643	22.6245
Si	2.0786	9.4987	10.6143
Si	0.1909	-3.0064	20.7796
Si	7.4744	2.5738	19.9184
Si	8.2027	2.7157	9.427
Si	4.6405	-0.414	11.8351
Si	8.7387	6.9656	10.8006
Si	1.3769	4.2808	10.5411
Si	5.0652	11.4009	20.0201
Si	11.4738	-0.2475	22.1235
Si	3.4085	6.7577	10.5347
Si	9.3823	4.4278	22.33
Si	3.5384	7.4855	15.5102
Si	4.8306	3.3603	16.0403
Si	9.3688	4.1183	11.9026
Si	-0.7201	0.9854	19.4617
Si	15.7253	0.7774	17.1658
Si	6.4834	4.8499	17.8932
Si	0.9595	-1.7578	14.9694
Si	12.8157	2.6655	12.7533
Si	2.202	5.687	20.6457
Si	15.1798	6.6863	18.5573
Si	6.5226	-2.6052	14.6178
Si	5.5817	8.4007	20.6578
Si	8.3737	7.1234	16.941
Si	5.9796	7.6197	11.6997
Si	7.4695	0.1875	15.6252
Si	8.2994	7.1974	21.8618
Si	3.9708	6.7391	22.7293
Si	5.8931	0.5452	9.4225
Si	9.7834	-1.2124	17.2512
O	9.5366	7.7261	20.9601
O	6.0072	15.3929	16.3393
O	11.6223	-1.8282	21.7832
O	7.2595	14.5875	18.6169
O	5.6623	10.015	20.6483
O	8.8438	-0.2701	16.3231
O	7.0984	1.5711	9.1817
O	0.9623	-4.3746	21.216
O	6.6856	-3.3519	13.1677
O	12.6101	4.257	20.0944
O	0.512	-2.7008	19.2071
O	0.6196	9.6891	11.283
O	-1.4639	8.151	11.6577
O	1.727	4.0298	13.6605
O	5.2546	9.0577	11.5628
O	3.2871	5.5332	21.8539
O	7.1713	7.3985	10.6018
O	4.3083	0.1088	18.5781
O	-0.5572	10.6771	18.4221
O	2.043	0.288	22.4224
O	-1.0747	10.5366	13.0153
O	4.7364	-0.0147	13.4031
O	7.5134	7.5544	15.6301
O	3.8169	0.4465	15.8545
O	-2.21	-5.3344	11.7022
O	4.7347	13.3367	17.3548
O	2.2514	3.0586	11.2089
O	2.6208	8.0535	11.0945
O	9.1421	3.5869	13.4372
O	5.1218	-3.0252	19.1679
O	9.6781	6.2697	16.4697
O	5.0908	5.2999	18.6549
O	9.377	3.6753	16.0867
O	-0.5851	1.6314	14.8461
O	6.9817	-11.9583	14.5958
O	2.4182	8.6438	15.3869
O	6.301	11.2452	16.7577
O	10.9211	4.3175	11.4031
O	14.7116	-3.8933	17.0519
O	5.604	0.6005	11.0128
O	6.9818	7.7333	21.0966
O	7.7937	1.6754	14.9464
O	10.1584	14.8506	20.9769
O	1.1617	10.7099	14.415
O	2.3444	5.5635	10.7282
O	13.8495	6.2206	14.6653
O	11.8284	4.8997	15.9929
O	0.2848	8.3648	13.6887
O	4.4677	7.9253	21.7444
O	10.9712	9.1406	16.2962
O	0.5662	12.6385	12.5774
O	8.5783	3.033	10.9674
O	10.647	0.4749	20.9468
O	10.5682	4.6108	18.3471
O	8.7232	1.5669	19.3847
O	2.8512	6.5228	19.3946
O	11.2665	-8.7269	19.1448
O	6.2211	12.4381	19.6763
O	14.2778	3.9737	15.852
O	8.268	5.561	21.9169
O	4.7874	6.5184	11.4023
O	4.9417	8.1107	14.981
O	-2.0716	8.4566	17.7543
O	5.1411	13.3532	14.7198
O	3.1225	-0.3358	11.2224
O	7.4268	-4.7538	17.8644
O	4.0733	1.159	21.1191
O	13.8811	1.7555	13.5286
H	1.3608	-3.0703	18.9059

Results
free energy: -137517.887 eV
free energy less fixed offsets of H -15.97, O -568.88, Si -635.61 eV per atom: 6.783 eV

Forces (eV/angstrom), in the order of the atoms: element, x, y, z
Si	-0.004	-0.001	0.0034
Si	0.0035	0.0003	-0.0025
Si	0	-0.0018	0.0006
Si	0	0.0115	0.0058
Si	0.005	0.013	0.0062
Si	0.0035	-0.0035	0.0062
Si	0.0039	0.0018	-0.001
Si	0.0021	-0.0062	0.0134
Si	-0.0001	0	-0.0004
Si	-0.0012	0.0008	0.0004
Si	0.0078	-0.0034	-0.0008
Si	-0.0073	0.002	-0.0017
Si	-0.0063	-0.0078	-0.0041
Si	0.0052	0.0042	-0.0046
Si	-0.0037	-0.0016	0.0015
Si	-0.0027	0.0036	-0.0046
Si	0.0013	0.0003	0.0013
Si	0.0027	-0.0015	-0.0003
Si	0.0025	-0.0048	0.0014
Si	-0.0019	0.0028	-0.0019
Si	0.001	0.0045	0.0026
Si	-0.0015	-0.0032	-0.0006
Si	0.0015	-0.0015	0.0023
Si	-0.0008	-0.0008	0.0002
Si	0.2673	0.0364	-0.0716
Si	-0.1784	-0.1852	-0.0412
Si	-0.025	-0.1745	0.0538
Si	0.0246	-0.101	-0.3026
Si	-0.1703	-0.1551	0.241
Si	-0.0932	-0.024	0.5045
Si	-0.1634	-0.1284	-0.183
Si	0.0762	0.2975	-0.0914
Si	-0.124	-0.0937	-0.0318
Si	-0.0082	0.0079	-0.0178
Si	-0.0006	0.0422	-0.0403
Si	0.017	0.0011	-0.0423
Si	-0.0221	0.0049	-0.0107
Si	-0.1153	-0.0732	-0.0324
Si	-0.0136	-0.0498	-0.0232
Si	0.0605	0.001	-0.016
Si	0.0437	-0.0028	-0.0007
Si	0.013	0.0016	0.006
Si	0.0117	-0.0246	0.0303
Si	-0.0036	-0.0028	0.0125
Si	0.0087	-0.0152	0.014
Si	-0.0179	0.0447	0.0023
Si	-0.0076	0.0382	0.0088
Si	0.0263	-0.0299	0.0351
Si	0.0076	-0.0279	-0.006
Si	-0.0557	0.0601	-0.0329
Si	-0.0116	0.0017	-0.0076
Si	0.0259	-0.0471	-0.0238
Si	-0.0138	0.025	-0.0242
Si	0.0066	-0.0034	-0.0137
Si	0.0001	-0.0081	-0.0189
Si	-0.0431	-0.0147	-0.0051
Si	0.0116	0.0852	0.0107
Si	0.0015	-0.0311	0.047
Si	0.0976	0.0241	0.0432
Si	-0.0085	0.0073	0.0269
Si	0.0176	-0.0352	0.046
Si	0.0182	0.0369	0.0457
Si	-0.0358	-0.0072	0.0318
Si	0.1016	0.067	0.0296
Si	-0.1607	-0.3031	-0.1011
Si	0.0182	-0.0436	0.0697
Si	0.2702	0.1169	-0.4365
Si	0.0786	0.1914	-0.0063
Si	0.0889	0.2505	0.1925
Si	0.026	0.1201	-0.1191
Si	-0.2117	-0.1042	0.2319
Si	0.1546	0.2247	0.0055
Si	-0.0008	-0.0003	0.0016
Si	0.0022	0.0008	0.0025
Si	0.001	0.0012	0.0012
Si	0	0.0003	0
Si	0.0005	-0.0003	0.0018
Si	-0.0016	-0.0013	-0.0018
Si	0.0007	-0.0012	0.0004
Si	0.0001	0.0022	0.0008
Si	0.0007	0.0012	-0.0003
Si	-0.0017	-0.0002	0.0007
Si	0.0013	-0.0009	0.0017
Si	-0.0012	-0.0024	-0.003
Si	-0.0009	-0.0002	0.0002
Si	0.0039	0.0008	0.0007
Si	0.001	-0.001	-0.0024
Si	-0.002	-0.0013	0.0042
Si	0	0.0013	0.0002
Si	0.0013	-0.0002	-0.0034
Si	-0.0009	-0.0004	-0.0028
Si	-0.0017	-0.0008	0.0059
Si	0.0003	0.0046	-0.0048
Si	-0.0015	-0.001	0.0012
Si	-0.0013	0.0025	0.0018
Si	-0.0023	0.0041	-0.0023
O	0.0021	0.0009	-0.0002
O	0.0006	0	0.0015
O	0.0008	-0.0005	0.001
O	-0.0007	-0.0035	-0.0009
O	0.0008	-0.0021	-0.0008
O	-0.0064	-0.0064	-0.0061
O	-0.0021	-0.0017	-0.0031
O	0.002	0.0021	0.001
O	0.0007	-0.0009	0.0013
O	-0.0003	0.0003	0.0012
O	-0.0006	-0.0003	-0.0005
O	-0.0007	-0.0004	-0.0012
O	0.0006	0	0.0005
O	0.0013	-0.0006	0.0022
O	0	-0.0006	0.0023
O	0.0005	0.0007	0.0008
O	-0.0002	0.0011	0.0008
O	-0.0009	-0.0014	-0.0046
O	-0.0012	-0.0034	-0.0049
O	-0.0002	0.0011	-0.0022
O	0.0003	-0.0003	-0.0076
O	0.0008	0.0007	-0.0018
O	-0.0015	0.001	0.0002
O	0.0013	-0.0009	-0.0019
Si	-0.0004	-0.0002	-0.0038
Si	0.0005	0.0001	-0.0047
Si	-0.0006	-0.0002	-0.0056
Si	0.0006	0.0002	-0.0055
Si	-0.0004	0.0007	-0.0026
Si	-0.0002	0.0007	-0.005
Si	0.0024	-0.0009	0.0025
Si	-0.0008	-0.0015	0.0035
Si	-0.0001	0.0003	-0.002
Si	0	0.001	0.0048
Si	-0.0044	-0.0113	-0.0142
Si	-0.0005	0.0001	-0.001
Si	0.0002	-0.0006	-0.004
Si	-0.0003	0.0002	-0.0016
Si	0.0004	-0.0011	-0.003
Si	-0.0009	-0.0021	0.0031
Si	0.0004	-0.0006	0.003
Si	0.0004	-0.0005	-0.003
Si	0.005	0.0032	0.0078
Si	0.0005	-0.001	-0.0045
Si	-0.0004	0.0003	-0.0037
Si	0.0003	-0.0003	-0.0035
Si	0.0026	-0.0005	0.0038
Si	0	-0.0001	-0.002
Si	-0.0007	0.0013	0
Si	-0.0006	0.0002	-0.0051
Si	-0.0003	0.0002	-0.005
Si	-0.0008	-0.0003	0.0044
Si	0.0011	0.0002	0.0013
Si	0.0002	0	-0.0047
Si	-0.0002	-0.0004	0.0037
Si	0.001	0.0002	-0.0019
Si	0.0006	0.0003	-0.0036
Si	0.0001	-0.0003	-0.0047
Si	0.0016	0.0021	0.0055
Si	0.0001	-0.0003	0.0025
Si	-0.0008	0.0011	-0.003
Si	0.0006	0.0001	-0.0002
O	0.0006	-0.0005	-0.0022
O	0.0012	-0.0001	0.0024
O	0.0005	0.0012	-0.0026
O	0.0016	0.0009	0.0056
O	-0.0001	0.0008	-0.0024
O	0.0007	0.0003	0.0023
O	0.0018	-0.0017	0.0018
O	0	0.0005	-0.0033
O	-0.0004	-0.0002	0.0027
O	-0.0002	0.0005	-0.002
O	-0.0035	0.0062	0.0028
O	0.0011	0.0003	0.0018
O	-0.0002	-0.0009	0.002
O	0.0003	-0.0004	0.0024
O	0.0001	0	0.0022
O	0.0004	0.0002	-0.0016
O	0.0003	0.0002	0.0015
O	0.0003	-0.0001	0.0002
O	-0.0007	0.0008	-0.0002
O	0.0003	0.0007	-0.0021
O	0.0004	-0.0001	0.003
O	0	-0.0002	0.0027
O	-0.0009	0.0001	0.0017
O	0	-0.0002	0.0023
O	-0.0001	0.0009	0.0017
O	0.0002	-0.0005	0.0019
O	0.0001	0.0007	0.0022
O	0.0001	0	0.0019
O	0.0002	0.0004	0.0022
O	0.0005	0.0002	-0.0011
O	-0.0001	-0.0001	0.0016
O	0.0003	-0.0004	-0.0004
O	-0.0001	0.0001	0.0018
O	-0.0003	-0.0002	0.0029
O	-0.0002	0.0001	0.0025
O	-0.0001	0.0009	0.0028
O	0.0001	0.0004	0.0017
O	0.001	0	0.0026
O	0.0002	0	0.0016
O	0.0006	-0.0002	0.0013
O	-0.0002	-0.0005	-0.002
O	-0.0002	-0.0001	0.0028
O	-0.0044	0.0002	-0.0004
O	0.0004	0.0003	0.0032
O	0.0002	0.0001	0.002
O	0.0004	-0.0001	0.0028
O	0.0005	-0.0002	0.0021
O	0.0002	0	0.0022
O	-0.0002	-0.0009	-0.0015
O	-0.0002	0	0.0018
O	0.0001	0.0001	0.0028
O	-0.0003	-0.0007	0.0007
O	0	0.0009	-0.0025
O	-0.0003	0	0.0004
O	-0.001	0.0031	0.0039
O	0.0003	0	-0.0016
O	-0.0016	-0.0006	-0.0003
O	0.0039	0.006	0.0025
O	0.0003	0.0002	0.0022
O	-0.0001	-0.0033	-0.003
O	-0.0003	0.0001	0.0019
O	-0.0001	0.0003	0.0027
O	-0.0001	-0.0004	0.0004
O	0.0007	0	0.0028
O	-0.0005	-0.0003	0.0018
O	0.0002	-0.0008	0.0007
O	0.0001	0.001	-0.0011
O	-0.0004	0.0005	0.0027
H	0.001	-0.0057	-0.002

The program warned: the cutoff lies below the one the program advises for these potential files; the forces do not sum to zero within the program's tolerance; the stability of the state was not checked; the exchange-correlation potential is rough where the density is thin.
